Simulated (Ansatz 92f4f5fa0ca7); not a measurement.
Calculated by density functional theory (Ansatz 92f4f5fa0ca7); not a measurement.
Periodic cell of 276 atoms, Si168O108, from a study of silicon, its oxide and their interface. The atomic structure is a simulated model.
Doubt: the cutoff is far below the 930 eV that the study's wrapper takes by default for these files, so forces and energies are approximate.
This geometry differs little from another in the collection (a relaxation step or a small displacement).

Settings: functional PBE; potential files Ansatz PAW; basis plane waves; wave-function cutoff 580 eV; density cutoff ratio 5; exchange-correlation grid ratio 1; k mesh 1 x 1 x 1, Gamma-centred; self-consistency stop 5e-08 eV per atom in the density residual; occupations fixed; spin none; net charge 0.

Cell vectors (angstrom)
a  11.6015  0  0
b  0  13.3963  0
c  0  0  30.7179

Atoms and the computed forces on them: element, x, y, z (angstrom), force x, y, z (eV/angstrom)
Si  -0.0572  0.0607  23.9469  0.0003  0.0023  -0.0015
Si  3.9193  -0.0462  24.2382  -0.0001  0.0006  -0.0034
Si  7.5725  -0.0757  24.207  0.0026  0.0041  -0.0017
Si  1.8777  3.3997  23.6457  -0.0036  -0.0008  -0.0049
Si  5.6548  3.2584  24.0612  0.0002  -0.0036  0.0004
Si  9.4846  3.3881  23.9456  0.003  -0.0027  0.001
Si  0.0637  6.7345  23.8858  0.0013  -0.0026  -0.0018
Si  4.0336  6.6317  23.7644  -0.0042  -0.0017  -0.0048
Si  7.9027  6.7386  24.2933  -0.0019  0.0018  0.0103
Si  1.8511  10.1394  24.0078  0.0026  -0.0006  -0.0012
Si  5.7391  10.2052  24.1274  -0.0019  -0.0043  -0.0026
Si  9.5911  10.0907  23.9158  0.0025  -0.0008  -0.0004
Si  -0.068  2.3262  24.5913  0.0028  -0.0006  -0.0007
Si  3.6933  2.2422  24.7862  0.0014  0.0041  -0.0002
Si  7.6384  2.2032  24.8164  0.001  0.0003  0.0021
Si  2.0239  5.5936  24.5744  -0.0023  0.0001  0.0031
Si  5.8835  5.5461  24.7372  -0.0031  0.002  0.0039
Si  9.8025  5.5493  24.9039  -0.001  -0.004  0.0009
Si  -0.0645  8.9514  24.7182  -0.001  -0.0013  0.0047
Si  3.8271  8.905  24.5926  0.0027  0.0009  0.0007
Si  7.6788  9.0197  24.8251  0.0009  0.0033  0.0025
Si  1.8751  12.3362  24.8253  -0.0009  -0.0035  0.0005
Si  5.7484  12.2764  25.2518  -0.0002  0.0007  0.0027
Si  9.6328  12.2983  24.7636  -0.0016  -0.0015  0.0022
Si  -0.0306  2.2648  27.0457  0.0003  -0.0046  -0.0066
Si  3.7675  2.2461  27.1647  0.003  -0.0015  -0.0122
Si  7.6851  2.2227  27.1807  0.0045  -0.0012  -0.0113
Si  1.9745  5.5769  27.0256  -0.0014  -0.0003  -0.0053
Si  5.8285  5.5703  27.129  -0.0016  0  -0.01
Si  9.7501  5.547  27.2436  -0.006  0.0008  -0.0094
Si  -0.0222  8.9256  27.1128  -0.0003  0.0004  -0.0085
Si  3.8518  8.8958  27.0436  0  0.0001  -0.0076
Si  7.726  8.9517  27.1825  -0.0018  0.0009  -0.0108
Si  1.9052  12.2962  27.1848  0.0003  0.0013  -0.011
Si  5.7791  12.2666  27.5029  -0.0003  -0.0004  -0.0081
Si  9.6651  12.2873  27.149  -0.0003  0.0004  -0.0087
Si  1.8619  1.1257  27.9569  -0.003  0.0014  0.0017
Si  5.731  1.1605  27.9888  -0.0028  0.0042  -0.0005
Si  9.6533  1.1339  27.9254  0.0007  0.0038  0
Si  0.083  4.4496  27.9529  0.0052  0.0002  0.0005
Si  3.8728  4.4847  27.9344  0.0006  -0.0005  0.0002
Si  7.7564  4.4588  27.9527  0.0028  0.001  0.0003
Si  1.9247  7.7973  27.8978  -0.0011  0.0003  0.0003
Si  5.789  7.8136  27.9277  0.0005  -0.0002  -0.001
Si  9.6653  7.8115  27.953  0.0008  -0.0011  -0.0027
Si  -0.0151  11.1517  27.9467  -0.0012  -0.0015  0.0002
Si  3.8081  11.1054  27.9728  -0.0037  -0.0013  0.0011
Si  7.77  11.154  28.0097  0.0017  -0.0002  0.0016
Si  1.9336  1.1164  30.3229  -0.1784  0.095  0.0146
Si  5.8008  1.1164  30.3229  -0.097  0.2643  0.2178
Si  9.6679  1.1164  30.3229  0.0768  0.0116  -0.0792
Si  0  4.4654  30.3229  0.2339  -0.098  -0.0441
Si  3.8672  4.4654  30.3229  -0.0092  0.0078  -0.1589
Si  7.7343  4.4654  30.3229  0.0043  0.0069  0.0713
Si  1.9336  7.8145  30.3229  0.0149  -0.0595  -0.2941
Si  5.8008  7.8145  30.3229  -0.1308  -0.0255  -0.1302
Si  9.6679  7.8145  30.3229  0.0134  0.0147  -0.0972
Si  0  11.1635  30.3229  -0.0676  -0.0618  -0.0205
Si  3.8672  11.1635  30.3229  -0.2636  -0.27  0.1708
Si  7.7343  11.1635  30.3229  0.2283  -0.042  0.3967
Si  0  0  0.3944  0.0244  -0.0132  0.0715
Si  3.8672  0  0.3944  0.0728  0.0282  0.1239
Si  7.7343  0  0.3944  -0.1363  -0.1943  -0.3471
Si  1.9336  3.3491  0.3944  0.0481  -0.1539  0.0858
Si  5.8008  3.3491  0.3944  -0.289  -0.0727  -0.1139
Si  9.6679  3.3491  0.3944  0.132  0.2151  -0.1004
Si  0  6.6981  0.3944  -0.17  0.0274  -0.1666
Si  3.8672  6.6981  0.3944  0.1359  0.1549  -0.0812
Si  7.7343  6.6981  0.3944  0.2455  0.0174  0.1477
Si  1.9336  10.0472  0.3944  0.0803  0.065  0.2224
Si  5.8008  10.0472  0.3944  0.0457  0.0942  0.1801
Si  9.6679  10.0472  0.3944  -0.0076  0.025  0.2038
Si  -0.0278  -0.007  2.7697  -0.0028  -0.0016  -0.0022
Si  3.8579  -0.0098  2.7976  0.0005  -0.0025  -0.0016
Si  7.6881  -0.0125  2.7278  -0.004  -0.0002  -0.0005
Si  1.9571  3.3111  2.7654  -0.0008  0.0004  -0.0014
Si  5.7428  3.3472  2.7402  -0.0046  -0.0013  -0.0022
Si  9.7039  3.4045  2.7572  0.0006  -0.0017  -0.0019
Si  -0.0083  6.7057  2.7479  0.0001  0.0001  -0.0016
Si  3.9107  6.7436  2.7526  0.0022  0  -0.0003
Si  7.7954  6.7008  2.7939  0.0024  -0.0016  -0.001
Si  1.9515  10.0478  2.7866  -0.0005  0.0008  -0.0015
Si  5.8271  10.0736  2.7986  0.0008  -0.0016  -0.0017
Si  9.6827  10.0528  2.7756  0.0003  0.0004  -0.0008
Si  -0.0034  2.2259  3.5455  -0.0026  0.0004  0.0106
Si  3.8535  2.1905  3.6806  0.0038  0.0011  0.0052
Si  7.7299  2.2539  3.3109  0.0033  0.0009  0.0037
Si  1.9571  5.5906  3.3803  -0.0014  0.0009  0.0044
Si  5.8431  5.5738  3.4883  -0.0009  0.0002  0.0097
Si  9.729  5.5975  3.713  -0.0033  -0.0011  0.002
Si  0.0198  8.924  3.564  0.0015  -0.0013  0.0055
Si  3.9037  8.9679  3.6238  0.0024  -0.0008  0.0067
Si  7.7603  8.9404  3.5987  -0.0013  0.0009  0.0086
Si  1.9142  12.2857  3.5865  0.0011  -0.0001  0.0065
Si  5.7932  12.2981  3.6682  0  0.0016  0.0035
Si  9.6061  12.3041  3.5393  0.0062  0.0006  0.008
Si  -0.0365  2.2099  5.9162  0.0019  0.001  -0.0031
Si  3.8113  2.1632  6.1378  0.0017  0.0015  -0.0032
Si  7.7073  2.2605  5.5869  -0.0025  -0.0005  0.0008
Si  2.048  5.6111  5.6745  0.0007  0.0001  -0.0022
Si  5.9393  5.5211  5.8225  -0.0018  0.0037  -0.0022
Si  9.8669  5.5684  6.2028  -0.0008  0.0011  0
Si  0.0572  8.8945  5.9342  0.0001  0.0001  -0.0049
Si  3.9689  8.977  6.0348  -0.0013  0.0002  -0.0033
Si  7.7893  8.9227  5.9908  0.0026  0.0028  -0.0038
Si  1.9253  12.2616  5.9755  -0.0009  0.0034  -0.0042
Si  5.8466  12.3411  6.1147  0.0005  -0.003  -0.004
Si  9.5816  12.3381  5.9045  -0.0031  -0.0005  -0.0037
Si  1.7437  1.0268  6.9106  0.0001  -0.0037  -0.0012
Si  5.9323  1.2565  6.7799  0.0012  -0.0006  -0.0014
Si  9.5206  1.2265  6.6337  0.0038  0.0007  -0.0013
Si  0.3568  4.3769  6.741  -0.0068  -0.0037  -0.0038
Si  3.9397  4.4946  6.5142  -0.0024  -0.0016  -0.0031
Si  7.8665  4.3639  6.6199  0.0015  0.0003  0.0002
Si  2.0436  7.7697  6.641  -0.001  -0.0011  -0.0028
Si  5.8907  7.6944  6.6843  -0.001  -0.0016  -0.002
Si  9.7383  7.8714  6.8589  -0.0038  -0.0008  -0.0004
Si  -0.0947  11.172  6.5369  0.0045  -0.0011  -0.0004
Si  3.8728  11.2437  6.8533  0.0002  0.0004  -0.0021
Si  7.7557  11.132  6.8972  -0.0017  -0.0012  -0.0039
O  3.7406  4.7528  8.1487  0.0021  0.0017  0.0016
O  -0.5441  11.2701  8.1253  -0.002  0  -0.0061
O  7.8232  11.0413  8.5816  0.004  -0.0001  -0.001
O  7.7913  3.9311  8.2429  0  0.0005  0.0016
O  1.0761  4.0843  8.2539  0.0021  -0.0009  0.0007
O  9.1289  1.5468  8.249  0.0016  -0.002  -0.001
O  9.6956  8.1843  8.5153  0.0007  -0.0005  0.0004
O  6.447  1.5987  8.3614  -0.0003  -0.001  -0.0005
O  2.1825  7.5528  8.2838  0.0004  -0.0016  0.0037
O  1.2579  0.9261  8.5284  -0.0006  0.0008  -0.0015
O  3.7259  11.3925  8.5173  -0.001  -0.0013  0.0025
O  6.0205  7.267  8.2892  0.0013  -0.0016  0.0022
O  9.1556  3.5039  22.2988  -0.0016  0.0029  -0.0006
O  9.2908  5.6992  20.4931  -0.0264  0.0081  0.0024
O  9.4464  10.1608  22.251  -0.0011  -0.0011  -0.0046
O  4.3634  -0.3332  22.6456  -0.0012  0.0001  -0.0033
O  11.5387  0.0624  22.2719  0.0031  -0.0018  -0.002
O  5.2753  2.972  22.4639  0.0019  0.002  -0.0091
O  7.099  13.0905  22.6108  -0.0022  -0.0006  -0.0036
O  1.7018  10.5136  22.3887  -0.0007  0.0028  -0.0048
O  11.6769  6.8074  22.2052  -0.001  0.0016  -0.0015
O  1.9325  3.4334  21.9386  0.0018  -0.0004  0.0012
O  8.8853  10.0763  19.5826  -0.0031  -0.0034  -0.01
O  4.2843  6.3983  22.1157  0.0104  -0.0058  -0.009
Si  8.1629  2.0598  11.9773  0.0028  0.0043  -0.0074
Si  7.8279  2.3936  8.8341  -0.0029  0.0003  0.0047
Si  2.4913  4.2914  9.0919  0.0017  0.0014  0.0035
Si  6.933  10.7976  9.9423  -0.0047  -0.0015  0.0018
Si  0.3752  13.8678  18.1916  -0.0054  0.0037  0.0026
Si  7.9642  10.1938  12.8719  0.0009  0.0011  -0.0039
Si  6.4881  0.201  16.7532  0.0033  0.0015  -0.0013
Si  3.3375  1.5922  10.6839  0.0035  -0.0024  -0.008
Si  3.678  7.771  11.6818  0.0013  -0.0028  -0.0014
Si  11.3403  7.241  15.2876  0.0021  -0.0007  -0.0071
Si  0.9418  7.0269  20.826  0.0032  0.002  0.0015
Si  5.3914  7.805  18.2427  -0.0027  -0.0018  -0.0003
Si  15.131  10.6298  12.5731  -0.0023  0.0029  -0.0043
Si  5.5831  -2.1066  14.7174  0.0031  0.0021  0.0002
Si  2.5405  -1.5253  18.7124  0.0027  -0.0031  0.004
Si  -0.3788  11.2199  9.7231  -0.005  -0.0034  0.0046
Si  8.7208  2.6469  20.9579  -0.0026  -0.003  0.0023
Si  17.4645  5.7818  15.827  0.001  -0.0011  -0.0022
Si  12.7176  4.378  14.975  -0.0008  -0.0004  -0.0027
Si  2.2063  2.9938  17.6012  -0.0004  0.0026  0.0021
Si  -1.1436  11.7068  14.015  -0.0001  -0.0036  0.0018
Si  10.6125  13.6077  20.9333  -0.0024  -0.0024  0.0011
Si  8.6995  5.9303  14.3924  0.001  -0.0013  0.0016
Si  5.7343  12.3211  22.0999  0.0009  0.003  -0.0056
Si  12.8755  9.8586  14.5559  -0.0033  -0.001  -0.0017
Si  15.8267  12.1426  9.8874  0.0017  0.0015  0.0003
Si  4.9354  0.1278  19.5106  0.0026  -0.0023  0.0097
Si  16.7799  2.7579  13.0022  -0.0012  -0.0013  0.0009
Si  5.0349  16.2013  16.0693  0.0023  -0.0009  0.0006
Si  13.0087  9.9159  20.9092  -0.0013  0.0018  0.004
Si  8.3391  7.3969  11.8446  -0.0001  -0.001  -0.0041
Si  9.5103  0.4367  16.1282  -0.0019  0  -0.0009
Si  5.1485  5.8944  20.8104  0.0112  0.0015  0.0147
Si  10.6449  7.0105  18.2182  0.0076  0.0041  0.0022
Si  6.097  7.747  9.8301  -0.0002  0  -0.0022
Si  8.1676  8.6745  19.1572  0.0041  0.0044  0.0036
Si  1.7047  7.0377  9.7509  0.0037  -0.0056  -0.0027
Si  -1.0062  8.2216  9.8848  -0.0009  0  -0.0024
Si  -1.6754  10.5797  20.7438  0.0014  0.002  0.0056
Si  10.0672  -0.1781  11.4451  -0.0015  -0.0023  -0.0013
Si  9.9661  16.4787  14.3035  0.0017  0.0001  0.0006
Si  1.5489  4.1838  20.5121  -0.004  -0.0014  0.002
Si  3.7211  9.8848  16.6636  -0.0027  -0.0015  -0.0011
Si  5.5378  2.9391  20.859  0.0012  -0.0085  0.0069
Si  8.1172  6.5007  21.2469  -0.0004  -0.0274  0.0077
Si  0.8635  0.4182  10.0445  -0.0018  -0.0016  -0.0017
Si  3.7965  5.3327  13.6342  -0.0032  -0.0027  0.0004
Si  10.1541  4.6362  19.6155  0.0018  -0.0008  0.0104
O  -0.0518  0.8071  19.7376  0.0009  0.0007  -0.0056
O  2.2033  3.5616  19.145  0.0003  0.0003  -0.0024
O  11.6865  7.025  9.7812  -0.0026  0.0012  -0.0002
O  6.9184  10.7967  13.9504  -0.0012  -0.0001  0.0002
O  11.5267  4.2061  20.3723  -0.0004  0.001  -0.0072
O  4.3076  1.8912  11.9405  -0.001  -0.0009  -0.0008
O  4.7831  7.2341  10.6243  -0.0007  0.0024  0.0005
O  4.8613  4.3662  12.8173  0.001  0.0005  -0.0014
O  7.7455  8.5753  12.813  0.001  -0.0014  -0.0007
O  8.5486  6.7993  22.7599  -0.0138  -0.0094  -0.03
O  4.225  9.1524  12.3677  0.0001  -0.0012  0.0007
O  3.7272  2.7499  17.0483  0  -0.0012  -0.0024
O  9.7301  7.9404  11.2178  -0.0007  -0.0015  0.002
O  7.1351  2.7081  20.693  -0.0064  0.0031  -0.0027
O  9.2252  4.4469  14.8075  -0.0004  -0.0001  -0.002
O  2.369  9.6431  15.7617  0.0023  0.0004  -0.0004
O  7.3656  7.0634  10.5857  -0.0026  0.0017  0.0015
O  8.1036  0.1539  16.8933  -0.0029  -0.0006  -0.0015
O  9.404  2.7771  12.7847  -0.0028  -0.0018  -0.0015
O  11.4585  7.5076  16.9008  -0.0026  -0.0013  0.0009
O  13.0632  3.9935  16.5337  0.0008  -0.002  -0.0001
O  5.8399  11.9975  10.0303  -0.0004  -0.0031  0.0011
O  4.8847  1.6708  20.0648  0.0016  0.0026  -0.0067
O  1.8877  1.0249  11.1615  0.001  0.0001  0.0022
O  6.7608  2.3488  12.792  -0.0014  -0.0007  0.0019
O  6.1626  1.7516  16.4918  -0.001  -0.0016  -0.0025
O  2.2122  5.5242  10.1232  -0.0021  0.0021  -0.0004
O  5.7523  13.2425  18.1428  -0.0028  -0.0002  -0.0044
O  4.6616  2.426  14.5182  0.0018  0.0004  -0.0023
O  9.3178  1.1612  21.1931  -0.0028  0.0025  -0.0044
O  10.6654  13.837  17.2569  0.0036  -0.0013  -0.0022
O  3.4731  11.4487  11.1646  -0.0009  0.0002  0
O  2.2961  10.7317  19.8394  0.0014  0.0004  -0.006
O  12.1187  5.8771  14.9144  -0.001  0.0006  0.0005
O  4.1015  8.6496  17.6768  0.0014  0.0009  -0.003
O  3.4334  11.2305  17.5221  0.0001  0.0017  -0.0017
O  0.9155  -1.233  10.0884  0.0034  0.0007  0.0047
O  11.5998  16.7334  14.344  -0.0003  -0.0007  -0.001
O  7.943  2.5778  10.4458  0.0004  -0.0002  0.0038
O  9.2186  7.8106  18.2472  -0.0036  0.001  -0.0042
O  12.7106  12.4086  18.1458  0  0.0001  -0.0043
O  4.5413  6.0414  14.9082  -0.0001  0.0004  -0.0024
O  11.5392  7.2586  19.5585  -0.0055  -0.0001  -0.0081
O  14.1019  4.4263  14.0882  0.0011  0.0007  -0.0005
O  10.8629  12.7369  12.8011  0.0005  0.0015  0.0002
O  9.3182  3.2516  19.5501  0.0034  0.0028  -0.0066
O  5.8237  4.2139  16.2279  -0.0009  -0.0027  -0.0018
O  7.8689  7.931  20.5595  -0.0062  -0.0019  -0.0037
O  2.0473  10.3023  13.1815  0.0023  -0.0008  -0.0011
O  1.8766  8.3533  20.9282  -0.0004  -0.0007  -0.0069
O  -1.6679  11.9106  10.46  -0.0004  -0.0027  0.0014
O  8.5578  6.0664  12.7612  -0.0003  0.0013  -0.0007
O  5.6818  12.4652  20.4991  -0.0015  0.0011  -0.0043
O  8.612  0.4718  11.8418  -0.0006  -0.0005  0.002
O  10.3909  5.3714  18.1687  -0.0018  -0.0026  -0.0035
O  3.0358  2.9579  9.8461  0.0001  -0.0014  0.0033
O  9.4684  10.5578  13.3951  -0.0003  -0.0005  -0.001
O  3.3629  13.1307  19.3298  -0.0011  -0.0003  -0.0057
O  5.0396  -3.2717  15.7291  -0.0008  -0.0002  -0.0014
O  3.9633  13.7625  9.7794  -0.0015  0.0015  0.0058
O  6.7075  5.7053  21.2785  0.0205  0.0262  -0.0113
O  6.7015  8.8023  18.4296  0.0034  0.0017  -0.0059
O  12.0411  8.4538  14.4532  0.0001  0.0003  0.0003
O  9.9786  12.1788  20.5303  0.0023  -0.0006  -0.0065
O  7.7316  10.7824  11.3626  0.0009  -0.0008  0.0015
O  6.1535  9.3733  9.8118  0.0011  0.0005  0.0012
O  4.9883  7.0148  19.6284  0.001  -0.0034  0.0009
O  -0.6168  0.8867  10.5856  0.0021  0.0033  0.0006
O  7.2413  6.1673  15.0617  -0.001  0.001  -0.0009
O  5.7807  10.728  22.5207  0.0007  -0.001  -0.0026
O  5.9289  -0.7495  15.5465  -0.0001  -0.0005  -0.0012
O  3.3332  6.5954  12.7393  0.001  0.0036  -0.0027
O  4.853  4.3429  20.2966  0.0077  0.0072  -0.0028
O  5.7932  6.6658  17.1693  0.0003  0.0046  0.001
O  9.6754  12.5669  15.1337  0.0005  0  -0.0026
O  -0.1735  9.9824  20.5146  0.0005  -0.0001  -0.0061
O  2.295  8.0692  10.8658  -0.001  0.0004  0.0034
O  -2.0434  1.8451  15.2913  0.0001  -0.0012  -0.0016
O  4.4028  11.5495  13.6103  -0.0002  -0.0018  0.0005
O  1.4044  1.5849  17.6186  0.0006  -0.0011  -0.0026
O  11.3572  9.6522  10.1286  0.0018  0.0003  0.003
O  1.9644  5.771  20.5845  0.0022  -0.003  -0.0059
O  0.1548  11.0406  14.7544  0.0001  0  -0.0016
O  9.7576  7.0718  14.9069  -0.0007  -0.0002  -0.0009

Results
free energy: -168220.767 eV
free energy less fixed offsets of O -568.88, Si -635.61 eV per atom: 0.753 eV

The program warned: the cutoff lies below the one the program advises for these potential files; the forces do not sum to zero within the program's tolerance; the exchange-correlation potential is rough where the density is thin.
